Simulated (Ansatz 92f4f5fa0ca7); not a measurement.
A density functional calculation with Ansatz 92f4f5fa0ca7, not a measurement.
Periodic cell of 189 atoms, Si117O72, from a study of silicon, its oxide and their interface. The atomic structure is a simulated model.
This geometry differs little from another in the collection (a relaxation step or a small displacement).

Settings
functional: r2SCAN
potential files: Ansatz norm-conserving
basis: plane waves
wave-function cutoff: 1300 eV
density cutoff ratio: 4
exchange-correlation grid ratio: 1
k mesh: 2 x 2 x 1, shifted by 0.5 0.5 0.5 of a step
self-consistency stop: 5e-08 eV per atom in the density residual
occupations: Fermi-Dirac, 0.05 eV
spin: none
net charge: 0

Cell vectors (angstrom)
a	11.5403	0	0
b	0	11.5403	0
c	-1.5018	0.8423	25.0247

Atoms: element, x, y, z (angstrom)
Si	-0.3907	10.7005	-0.7021
Si	-0.528	2.2265	-0.1562
Si	-0.5073	5.2924	-0.3125
Si	3.051	9.0012	-1.0463
Si	3.3841	2.9066	-0.3687
Si	3.253	5.942	-0.2157
Si	7.3284	9.3292	-1.016
Si	7.0905	1.9489	-0.367
Si	7.1616	6.1009	-0.7694
Si	1.4163	-1.7285	0.6026
Si	1.5048	2.1903	0.9143
Si	1.319	5.8825	1.0537
Si	5.1826	-1.7312	0.1978
Si	5.2156	2.3513	0.975
Si	5.3129	5.9669	0.8344
Si	9.1637	-1.7316	0.4798
Si	9.0295	1.9363	0.9888
Si	9.0059	5.7866	0.7658
Si	1.5093	0.1503	2.0619
Si	1.3782	3.9955	2.3644
Si	1.265	7.9647	2.1308
Si	5.1725	0.1731	1.8978
Si	5.2643	4.1593	2.3499
Si	5.2356	8.0301	1.9696
Si	9.0488	-0.0159	2.1333
Si	8.9517	3.94	2.2071
Si	9.1124	7.8846	1.9694
Si	-0.517	0.153	3.3937
Si	-0.6459	3.9894	3.5526
Si	-0.6387	7.9382	3.5062
Si	3.3774	0.1809	3.4411
Si	3.314	4.0685	3.6456
Si	3.284	7.9748	3.4218
Si	7.064	0.1392	3.3699
Si	7.1502	4.0325	3.6652
Si	7.1637	7.9946	3.3989
Si	-0.6136	-1.6555	4.8642
Si	-0.6152	2.0197	4.8411
Si	-0.6497	5.9728	4.8096
Si	3.274	-1.6645	4.8603
Si	3.2955	2.0587	4.8788
Si	3.2582	6.0536	4.8408
Si	7.1021	-1.6544	4.8497
Si	7.1107	2.0081	4.8538
Si	7.1367	6.0548	4.8061
Si	1.3078	-1.6127	6.2128
Si	1.3133	2.0399	6.2002
Si	1.2743	5.9923	6.1297
Si	5.193	-1.6156	6.233
Si	5.2134	2.05	6.2442
Si	5.2179	5.9943	6.1373
Si	9.0073	-1.5881	6.2559
Si	9.0149	2.0183	6.2501
Si	9.01	5.9939	6.2102
Si	1.2631	0.2383	7.7437
Si	1.2637	4.0264	7.4359
Si	1.2238	7.9382	7.4058
Si	5.19	0.2402	7.7598
Si	5.2262	4.0386	7.4657
Si	5.1858	7.9289	7.406
Si	8.9936	0.2457	7.8354
Si	9.0217	4.0016	7.5226
Si	8.9649	7.9695	7.4823
Si	-0.6231	0.3264	9.2947
Si	-0.6005	3.971	8.9102
Si	-0.6619	8.0217	8.7984
Si	3.2154	0.2416	9.0804
Si	3.2277	4.0611	8.689
Si	3.2047	7.886	8.588
Si	7.0591	0.2922	9.2832
Si	7.1141	3.9927	8.9009
Si	7.0338	7.9991	8.81
Si	-0.74	-1.7886	10.4358
Si	-0.5855	2.3825	10.7856
Si	-0.6255	6.0243	9.9434
Si	3.1537	-1.9411	10.0782
Si	3.2168	2.3896	10.2799
Si	3.2106	6.0071	9.894
Si	6.9448	9.7034	10.4297
Si	7.1581	2.3693	10.6886
Si	7.0468	6.0215	9.9853
Si	1.2959	9.1214	11.4189
Si	1.5273	3.0629	11.856
Si	1.313	6.08	11.2071
Si	4.9012	9.0398	11.5351
Si	5.0519	2.9553	11.6583
Si	5.0899	6.0062	11.2221
Si	8.8402	9.1431	11.7216
Si	9.0437	3.1366	12.2399
Si	8.997	6.0903	11.1999
Si	3.4486	8.7074	15.9905
Si	9.8233	8.7348	16.9364
Si	-2.7451	13.6846	18.084
Si	9.3547	-0.7079	19.3188
Si	9.3725	7.6187	21.9899
Si	1.018	9.0347	17.7672
Si	1.5404	1.7891	20.7686
Si	7.1834	9.821	21.2896
Si	-3.4321	-2.1859	14.667
Si	4.2213	1.4695	16.805
Si	5.1203	6.5659	16.9217
Si	-2.356	3.5611	15.3973
Si	13.0505	0.5866	17.8365
Si	3.4135	1.7672	13.9444
Si	5.9271	10.5254	16.5304
Si	-0.2546	-0.369	21.7972
Si	3.6684	2.5805	22.535
Si	-0.1466	3.1368	17.3325
Si	7.1101	4.0104	19.6978
Si	1.4403	4.5388	19.4923
Si	8.6986	6.4686	19.5349
Si	4.2938	4.1666	18.3824
Si	8.0404	6.5611	15.7578
Si	2.9649	10.2476	13.5559
Si	6.347	8.5053	18.8638
Si	11.4998	7.2388	19.9634
Si	5.8188	4.6382	22.3836
O	5.1878	7.5171	18.2676
O	-0.482	3.7185	-0.9564
O	-0.0315	10.1734	-2.2314
O	12.3595	8.4114	19.2524
O	3.2211	4.4584	-1.0187
O	8.1832	5.0321	19.0236
O	7.62	2.5617	19.1523
O	1.0714	3.3273	20.5028
O	4.3879	3.9491	21.9897
O	9.5676	9.5417	18.3341
O	0.4123	1.1216	21.7249
O	7.1382	7.6945	-1.146
O	4.8059	1.8339	23.4769
O	6.398	10.6093	22.4834
O	10.6767	-0.6589	20.2904
O	-2.4355	12.1023	18.3155
O	1.3106	7.5456	12.044
O	4.3217	2.6212	17.9362
O	9.0678	2.8629	13.9132
O	2.6143	9.1294	14.6853
O	-0.1318	8.4373	16.7954
O	-3.1247	2.6114	16.5389
O	4.4055	9.9179	12.8484
O	-3.7744	7.7357	14.6445
O	5.0431	4.592	12.1446
O	4.7042	2.0518	12.9982
O	3.0476	4.559	19.3238
O	9.0171	4.8015	12.2332
O	2.4623	9.4234	-2.5616
O	3.1018	0.196	14.1256
O	9.0341	7.5222	12.0501
O	-1.3393	14.4379	18.4206
O	2.4549	8.5215	17.2512
O	4.3025	5.1897	17.1294
O	6.9686	4.1746	21.3106
O	9.349	9.641	15.6797
O	2.0767	2.4714	13.3173
O	8.7095	6.3878	21.1572
O	5.0165	7.446	12.0956
O	0.6391	1.726	17.0633
O	12.4055	-0.8916	17.7219
O	8.0288	-0.7753	20.2612
O	10.8491	7.8792	21.3149
O	6.8688	-1.2797	15.233
O	6.6275	6.2208	16.473
O	8.5363	9.8477	13.1885
O	-0.7935	3.6309	15.9186
O	1.3923	4.7189	12.1813
O	6.0341	9.0892	20.3514
O	-0.4952	0.8098	-1.0559
O	3.768	2.0183	-1.6983
O	-2.9237	5.106	15.3057
O	3.8578	2.2579	15.432
O	6.5847	9.7575	17.8235
O	1.6558	10.215	12.5977
O	2.9946	0.4956	17.2169
O	3.0897	1.687	21.3071
O	0.8265	4.2584	17.9974
O	9.0771	7.2857	16.7885
O	10.2327	6.7335	19.0573
O	5.6108	12.1208	16.7636
O	3.1578	7.3245	-1.1611
O	4.4799	9.8928	16.2969
O	9.6415	7.2299	23.5093
O	12.4599	5.9335	20.1463
O	1.5882	0.9626	19.3894
O	4.2962	7.3445	15.7639
O	7.1668	5.3908	-2.2952
O	8.2916	8.8196	21.9342
O	7.7471	3.2237	-1.1841
O	7.6968	7.6322	19.0381
O	5.6529	4.4322	19.1811

Results
free energy: -47207.529 eV
free energy less fixed offsets of O -463.61, Si -117.95 eV per atom: -27.459 eV
pressure: -1.87 GPa
stress xx, yy, zz, yz, xz, xy (GPa, positive in tension): 0.92, 3.28, 1.41, 0.27, -0.64, -0.49

Forces (eV/angstrom), in the order of the atoms: element, x, y, z
Si	-0.105	0.0434	-0.6992
Si	0.1514	0.1174	-1.0411
Si	0.0043	-0.3861	-0.5735
Si	-0.31	-0.3087	-0.2388
Si	-0.1251	0.2403	-0.9858
Si	-0.1507	-0.1486	-0.7241
Si	0.2721	-0.1481	-0.1116
Si	-0.1708	0.3126	-0.2819
Si	-0.0397	0.2377	-0.1079
Si	-0.0408	0.0372	-0.1294
Si	0.1028	0.1672	-0.1839
Si	-0.1018	0.0384	-0.1998
Si	0.0086	-0.3385	-0.08
Si	0.1045	-0.0715	-0.1202
Si	0.17	-0.0229	-0.2164
Si	0.0102	0.1727	-0.2111
Si	-0.332	0.0602	-0.175
Si	-0.0387	0.0429	-0.3127
Si	0.0989	-0.0633	0.1809
Si	0.0752	-0.0356	0.3831
Si	-0.1254	0.0882	0.1294
Si	-0.0988	-0.2292	-0.2407
Si	0.0764	0.1222	0.0914
Si	0.0753	0.2057	-0.061
Si	0.1113	-0.1797	0.1204
Si	-0.235	0.0013	0.1218
Si	-0.0163	0.0063	-0.0902
Si	0.0309	-0.2009	-0.0518
Si	0.0477	-0.0322	0.0011
Si	0.0816	0.0187	-0.0245
Si	-0.1719	-0.027	-0.0069
Si	-0.1171	-0.1188	0.038
Si	0.0373	0.0402	-0.1487
Si	0.0996	0.0421	-0.0136
Si	0.0695	0.0446	0.0083
Si	-0.0614	0.0108	-0.2133
Si	0.0726	0.0175	0.0257
Si	-0.0106	-0.014	0.0794
Si	0.0159	0.0167	-0.0665
Si	0.0133	0.0871	0.0331
Si	0.14	0.0071	0.0962
Si	-0.0069	-0.0124	0.0518
Si	-0.0287	-0.0101	-0.0247
Si	-0.0857	0.0205	0.0117
Si	0.0709	-0.0678	-0.0489
Si	-0.0074	-0.117	-0.0585
Si	-0.0127	0.0612	-0.0809
Si	-0.1248	-0.0102	-0.1208
Si	0.0124	-0.1384	-0.0753
Si	-0.0708	-0.019	-0.0303
Si	0.0629	0.0773	-0.114
Si	0.0254	0.0458	-0.0032
Si	0.0248	0.0112	0.0356
Si	0.0081	0.0801	0.085
Si	-0.0129	0.077	0.0606
Si	0.0902	-0.1069	0.09
Si	0.045	0.1105	0.0243
Si	0.0124	0.099	0.0516
Si	-0.0085	-0.1304	0.0738
Si	0.004	0.0827	0.0377
Si	0.0128	0.066	0.075
Si	-0.0434	-0.0896	0.0178
Si	0.0611	0.0156	-0.0045
Si	-0.0371	-0.0616	0.102
Si	-0.0147	-0.1377	-0.095
Si	-0.058	0.1888	-0.1338
Si	0.0146	0.0975	0.2199
Si	-0.0325	-0.183	-0.3862
Si	0.0586	0.0518	-0.3603
Si	0.0915	-0.0332	0.1543
Si	0.0566	-0.1487	-0.1476
Si	-0.0264	0.083	-0.2621
Si	0.0459	-0.1894	0.1543
Si	0.1811	0.1739	0.1127
Si	0.1244	0.0286	0.1521
Si	0.0002	-0.037	-0.0747
Si	0.049	-0.0293	0.0767
Si	-0.0352	0.038	0.1347
Si	-0.0676	-0.1279	0.1995
Si	-0.2107	0.1349	0.1818
Si	0.0126	0.0005	0.1824
Si	-0.0173	-0.2184	0.5494
Si	0.1657	0.3716	0.5396
Si	-0.064	0.1319	1.0393
Si	-0.0499	-0.1836	0.785
Si	-0.0254	0.2956	0.5438
Si	0.0123	-0.0415	1.1208
Si	-0.0126	-0.2186	0.4111
Si	-0.0095	0.4098	0.45
Si	0.0065	0.2816	0.9797
Si	0.0838	-0.2456	0.3208
Si	0.1995	-0.1649	0.0499
Si	-0.1087	0.013	0.2219
Si	-0.0238	0.0029	-0.4003
Si	0.05	-0.1589	-0.2091
Si	0.0048	-0.1343	-0.0496
Si	-0.1619	0.1041	-0.3149
Si	-0.1588	0.0438	-0.4559
Si	-0.0429	-0.0007	0.423
Si	0.098	-0.0096	0.3194
Si	-0.156	-0.1056	-0.0683
Si	0.017	0.2031	0.3787
Si	-0.0794	-0.1181	-0.0203
Si	0.0483	0.1192	0.2933
Si	-0.0404	0.0691	0.1882
Si	-0.0215	0.1872	-0.2893
Si	-0.2234	-0.1327	-0.3675
Si	0.1869	0.0525	0.1351
Si	0.0823	-0.0055	-0.4469
Si	0.0283	0.162	-0.0769
Si	0.0133	-0.2012	-0.5671
Si	-0.1046	0.1235	-0.1641
Si	-0.0339	-0.0465	0.3614
Si	0.024	-0.2431	0.2775
Si	-0.1281	-0.076	-0.1503
Si	0.2564	-0.1379	-0.4244
Si	0.1817	-0.0344	-0.221
O	0.2849	0.0857	-0.1087
O	-0.2285	0.3064	0.815
O	-0.0046	0.0907	0.2675
O	-0.2242	-0.0389	-0.0297
O	0.1127	-0.1455	0.8722
O	-0.122	0.1107	0.3312
O	0.1251	0.208	-0.0775
O	0.2191	-0.2816	0.0336
O	0.0269	-0.1069	0.2701
O	-0.0773	0.0869	0.0726
O	0.0204	-0.24	-0.0223
O	0.1832	0.2711	0.0622
O	0.2508	0.4757	0.224
O	-0.2842	-0.2171	0.5807
O	0.0548	0.0175	0.4438
O	0.0142	0.0204	0.1125
O	0.0274	0.2409	-0.8206
O	-0.0838	-0.0308	-0.1126
O	-0.0145	0.0687	-0.9025
O	0.2729	0.3824	-0.3
O	-0.1325	0.21	0.2385
O	0.271	0.1857	-0.1152
O	-0.1226	-0.2545	-0.054
O	0.0843	0.2437	0.0243
O	0.0661	-0.3817	-0.8275
O	0.0674	0.2273	-0.2783
O	-0.0353	-0.1359	-0.0446
O	-0.0023	-0.5884	-0.2646
O	0.1907	-0.0706	0.5203
O	0.0402	0.0283	-0.0206
O	-0.1311	0.2099	-0.4994
O	-0.0507	-0.0849	-0.3014
O	-0.0094	0.2017	-0.2221
O	0.1393	0.0296	0.2378
O	-0.3843	0.1863	0.2983
O	-0.2557	-0.2584	-0.0723
O	-0.0376	0.0575	-0.3927
O	0.1495	0.4396	0.124
O	0.034	0.2343	-0.8782
O	0.0146	0.1047	0.1343
O	0.1462	0.0213	0.0082
O	0.0245	-0.1699	0.2113
O	-0.3382	-0.0026	0.1368
O	0.0961	-0.1795	-0.0498
O	0.1245	0.2258	-0.1445
O	0.1277	-0.258	-0.3354
O	-0.3505	-0.1296	0.0223
O	-0.0224	-0.4918	-0.7121
O	0.4353	0.0835	0.1652
O	0.0267	-0.4483	0.694
O	0.2354	0.0898	0.118
O	0.0751	-0.2544	-0.0504
O	-0.1358	-0.2309	-0.3355
O	-0.1101	-0.1519	-0.0793
O	0.115	-0.2654	0.0132
O	0.062	0.2131	-0.0794
O	0.0354	0.2417	0.3185
O	-0.12	-0.1975	0.1542
O	-0.2258	0.0732	-0.2523
O	-0.082	0.1445	0.3923
O	-0.253	-0.0987	-0.1401
O	0.0426	0.4617	0.4264
O	0.025	-0.1067	-0.1617
O	-0.066	-0.1372	0.0161
O	-0.1277	-0.0059	-0.1006
O	-0.0532	0.1537	0.1865
O	-0.0162	0.2958	0.1446
O	0.0285	-0.1606	0.4652
O	0.0385	-0.0456	0.0728
O	-0.1984	-0.2782	-0.203
O	0.0328	-0.0255	0.1704
O	0.1817	-0.0906	0.18
